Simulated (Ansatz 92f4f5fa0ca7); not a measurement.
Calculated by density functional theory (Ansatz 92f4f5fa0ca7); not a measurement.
Periodic cell of 280 atoms, Si144O88H32N16, with a vacuum gap, from a study of silicon, its oxide and their interface. The atomic structure is a simulated model.

Settings
functional: r2SCAN
potential files: Ansatz PAW
basis: plane waves
wave-function cutoff: 800 eV
density cutoff ratio: 5
exchange-correlation grid ratio: 1
k mesh: 1 x 1 x 1, shifted by 0.5 0.5 0 of a step
self-consistency stop: 1e-11 eV per atom in the density residual
occupations: fixed
spin: none
net charge: 0
applied field: sawtooth along c, amplitude -0.015 V/angstrom in the program's sign convention, ramp centred at 0.9890 of c and 0.0221 of c wide, no dipole correction

Cell vectors (angstrom)
a, 10.8904, 0, 0
b, 0, 10.8904, 0
c, 0, 0, 45.2847

Atoms: element, x, y, z (angstrom)
Si, -1.3862, -6.3097, 31.6507
Si, 1.2038, -3.3507, 31.6905
Si, -1.7401, -0.1847, 31.3012
Si, 1.6953, -9.0948, 32.2195
Si, -6.419, -6.6399, 31.445
Si, -3.3645, -3.8166, 31.4605
Si, 3.8202, -0.5724, 31.7131
Si, -4.0932, -8.9127, 31.6291
Si, 0.0358, -4.9088, 32.9788
Si, 2.8145, -2.2602, 32.9752
Si, -0.1049, -10.3055, 32.957
Si, 3.0721, -7.55, 33.2009
Si, -5.2806, -4.8727, 32.6033
Si, -2.5441, -2.0311, 32.7553
Si, 5.5114, 0.5302, 32.9446
Si, -2.668, -7.6774, 33.0237
Si, -1.2924, -3.4562, 34.2682
Si, 1.3591, -0.8424, 34.2479
Si, -1.3252, -8.9777, 34.4084
Si, 1.523, -6.1767, 34.3212
Si, 4.2625, -3.612, 34.185
Si, 6.9152, -0.842, 34.2316
Si, 4.2784, 1.8576, 34.4676
Si, -4.0263, -6.1918, 34.2137
Si, -2.6855, -4.8199, 35.5924
Si, 0.0884, -2.1749, 35.6668
Si, -2.6638, -10.3754, 35.6872
Si, 0.1081, -7.5707, 35.6424
Si, 2.8858, -4.8578, 35.663
Si, 5.5485, -2.1981, 35.5886
Si, 2.747, 0.5282, 35.6368
Si, 5.6128, -7.5838, 35.6908
Si, 1.3985, -1.3339, 9.6796
Si, 4.1292, 1.3534, 9.6675
Si, 1.3156, 4.1313, 9.5214
Si, 4.0759, -3.9376, 9.5335
Si, 6.8073, -1.3605, 9.7279
Si, -1.3948, 1.3597, 9.6488
Si, 6.8329, 4.0455, 9.6431
Si, -1.3705, -4.1013, 9.683
Si, 2.7902, 0.0111, 11.0559
Si, 5.5079, 2.6924, 11.031
Si, 2.6171, 5.6396, 10.7317
Si, 5.3666, -2.6994, 11.0564
Si, -2.682, -0.0173, 11.1073
Si, -0.0434, 2.7975, 10.9029
Si, 8.1681, 5.3779, 11.0328
Si, 0.0013, -2.6985, 11.0014
Si, 1.3027, 1.3965, 12.1934
Si, 3.9984, 4.2574, 11.8952
Si, 1.3484, -4.0348, 12.3325
Si, 4.0847, -1.3017, 12.5709
Si, -4.026, 1.3504, 12.5396
Si, -1.3232, 4.0827, 12.4383
Si, 6.6957, -4.2218, 12.3011
Si, -1.3108, -1.4686, 12.4865
Si, -0.0337, 0.169, 13.6557
Si, 2.4384, 3.1649, 13.1383
Si, 0.2184, -5.5386, 13.7384
Si, 2.8891, -2.9758, 13.7565
Si, 5.8823, -0.3659, 13.8552
Si, -2.2778, 2.3867, 13.7751
Si, 4.9857, 5.5815, 13.5513
Si, -2.9706, -2.795, 13.6256
Si, -1.6727, 1.7627, 26.659
Si, 1.333, 3.1783, 16.8911
Si, 4.0799, 1.4444, 19.2854
Si, 4.0918, -0.8517, 26.7964
Si, 8.4117, 2.3717, 22.0465
Si, 1.0149, -1.0633, 22.7865
Si, 2.6576, -4.7791, 29.507
Si, 1.3709, 0.9648, 20.5605
Si, 1.3748, 3.9198, 21.621
Si, 4.7333, 0.9393, 16.38
Si, -1.8728, -3.7964, 26.0931
Si, -4.6646, -0.2822, 18.6294
Si, -4.8643, -2.4276, 20.516
Si, 2.3107, -2.5996, 16.8683
Si, 5.8262, -5.877, 27.399
Si, -0.403, -7.338, 28.7441
Si, 2.2848, -7.6787, 29.7993
Si, 2.8634, 4.2656, 19.0531
Si, -0.2523, -9.5289, 24.2036
Si, -1.5302, -2.8491, 23.0963
Si, 8.1233, 2.2637, 18.9597
Si, 11.6247, 4.2823, 24.3375
Si, 3.0005, -2.2659, 24.6127
Si, -1.9597, -3.7643, 20.2928
Si, 7.6692, -5.7048, 18.2604
Si, -1.3306, -5.8254, 22.3477
Si, 4.9714, -8.1612, 29.1073
Si, -1.697, -4.423, 16.0385
Si, -4.2356, -1.957, 23.384
Si, 5.4703, 1.9204, 22.0739
Si, 6.5898, -6.562, 23.136
Si, 1.8292, 0.2192, 16.2068
Si, -3.4409, -2.9444, 18.0848
Si, 5.3874, -4.2367, 24.6488
Si, -3.0135, -6.7186, 25.7658
Si, 4.1336, -7.4421, 15.422
Si, -0.512, -2.3787, 18.1005
Si, 4.3534, -2.281, 29.1423
Si, 4.7369, -4.1319, 18.3753
Si, 7.1116, -3.3518, 28.5595
Si, 1.9868, -2.8282, 27.3742
Si, -0.2912, 0.9467, 18.0416
Si, 2.9815, -10.4794, 29.1214
Si, 0.5712, -5.2017, 27.0645
Si, 9.3176, 3.4233, 16.511
Si, 6.2368, 0.896, 26.9546
Si, 4.9685, 0.2957, 24.4205
Si, 0.4461, -1.1262, 29.556
Si, -1.2757, -6.1795, 36.9504
Si, 1.4963, -3.4884, 36.9919
Si, -1.2708, -11.7075, 37.0257
Si, 1.4408, -8.9596, 37.0064
Si, 4.2025, -6.2599, 37.025
Si, 6.8814, -3.5176, 37.014
Si, 4.1539, -0.8261, 36.9494
Si, 6.9316, 1.9338, 37.0408
Si, 0.1066, -4.839, 38.3157
Si, 2.8282, -2.1463, 38.369
Si, 0.0836, -10.3177, 38.3672
Si, 2.8172, -7.6096, 38.3636
Si, 5.5475, -4.8907, 38.3853
Si, -2.6336, -2.165, 38.3706
Si, 5.5012, 0.5693, 38.3181
Si, -2.6047, -7.5623, 38.348
Si, 1.3775, 1.3655, 6.9418
Si, 4.0981, 4.1023, 6.944
Si, 1.3557, -4.0492, 6.9155
Si, 4.0898, -1.3154, 6.8877
Si, 6.7962, 1.3455, 6.9337
Si, -1.4024, 4.0844, 6.8915
Si, 6.8062, -4.0898, 6.9491
Si, 9.5447, -1.3646, 6.9767
Si, 0.0218, 0.0173, 8.3244
Si, 2.7497, 2.7258, 8.2957
Si, -0.0615, -5.4107, 8.2172
Si, 2.7049, -2.6343, 8.2128
Si, 5.4618, -0.0163, 8.3071
Si, 8.1577, 2.7041, 8.2602
Si, 5.4487, 5.4591, 8.3209
Si, 8.1587, -2.7281, 8.3365
O, 5.0023, 4.7422, 14.9798
O, 0.874, -3.0625, 17.5289
O, -1.029, -8.6922, 28.0909
O, -0.619, -6.0496, 27.7954
O, 0.8862, -0.2514, 14.9565
O, 3.9156, -3.5998, 24.4327
O, 2.7314, -7.2249, 16.2195
O, -2.9631, -9.9909, 30.9475
O, -6.3972, 1.131, 23.1122
O, 3.887, 5.4054, 18.5651
O, 2.6852, 0.5957, 31.7295
O, 0.6653, -2.0089, 30.9062
O, -0.0085, 3.6123, 16.08
O, -1.2011, 1.2002, 14.1468
O, 1.4323, 4.0204, 18.2914
O, 5.6821, -0.6192, 27.0883
N, -1.5265, 2.188, 17.7653
O, 3.2244, 0.3128, 27.5111
N, 1.9286, -4.5037, 27.9144
O, 12.3503, 2.2937, 21.4957
O, 7.3677, 0.8416, 18.7972
O, -0.3544, -3.9341, 26.633
O, 3.7133, -7.9676, 18.7936
N, -1.6928, -4.1749, 21.9689
N, 4.8541, 0.5393, 18.0331
O, 7.0354, 1.5487, 22.3093
N, -4.4392, -4.4203, 17.8958
O, 2.2618, -2.7961, 15.2581
O, 1.8634, -2.5912, 25.7559
O, 0.7195, 0.1525, 23.794
O, 5.6874, 0.0833, 15.417
O, 6.9336, -1.5892, 14.0991
O, 4.1162, -4.0123, 13.9903
O, -0.6323, -5.8682, 23.8318
N, -3.3165, -2.8161, 19.8543
O, -1.0779, -0.5828, 29.825
O, -5.4448, 1.3547, 25.5884
O, 7.8281, 0.9797, 26.8397
O, 3.2595, 0.758, 15.7339
O, 5.3613, -5.108, 26.0328
O, 2.2367, -1.0154, 17.1613
O, 5.9322, -5.1085, 23.3872
O, 0.8468, -2.0012, 28.2378
O, 6.8466, -7.1665, 24.6162
O, -0.1648, -2.1293, 22.7363
O, -0.1789, -6.493, 21.3772
O, -1.3304, 1.7113, 23.0074
O, 7.0801, -6.8734, 27.1514
O, 1.1568, -5.956, 25.746
O, -2.6713, -3.7924, 14.8911
N, 3.4296, -8.8581, 29.424
O, -2.7431, -1.8274, 22.7955
N, 3.8972, -0.8364, 29.9758
O, 4.8875, -3.3417, 19.7912
O, -0.8223, -10.0454, 25.6435
O, 2.7223, 0.7247, 19.7257
N, -2.7548, -6.8088, 22.3573
O, -1.8023, -7.7517, 25.8039
O, 6.3274, -4.764, 28.4404
N, -1.8656, -3.1546, 17.2991
O, 1.4332, -4.4271, 30.4942
O, 1.7957, -6.4527, 23.1084
O, -2.573, -5.1854, 25.651
O, 7.2461, -7.2535, 18.6538
N, 5.6725, -7.8036, 30.6754
O, 2.3265, -1.9007, 23.2056
O, 5.1282, -8.3819, 16.2578
O, -2.822, -3.1126, 27.2543
O, 2.4336, 4.5568, 20.5834
N, 1.0669, 1.4586, 17.0897
O, 1.1957, -0.4151, 21.3454
O, -0.5719, -0.7107, 17.8813
O, 12.3385, 4.2446, 13.9174
O, 0.1048, 1.1223, 19.5923
O, -0.3496, -4.7938, 15.1332
N, -2.169, -5.8683, 16.8928
O, 6.4251, -2.9785, 24.6388
O, 4.7635, -6.869, 28.0915
O, 8.7182, 2.2792, 20.4636
N, 3.5991, -2.2661, 27.6122
O, -5.023, -9.2352, 28.3235
O, 6.2726, -0.51, 23.9273
O, 1.3942, 0.1874, 29.4273
O, -1.6546, -3.0457, 24.6892
N, 3.2391, -6.2837, 30.1711
O, 5.4224, -7.3766, 22.361
O, 1.2311, -7.3645, 28.6194
O, -2.957, -3.3051, 29.9411
O, 5.9448, -2.2994, 28.9397
O, 1.2502, -8.2085, 30.9216
O, 3.7067, -3.2351, 17.436
O, 5.0494, -9.2549, 20.5609
O, 3.6483, 2.636, 14.1152
O, 8.3483, 2.9913, 15.2703
O, -0.6913, -2.908, 19.6529
O, -2.2787, 5.7061, 19.5181
O, 9.8803, -6.9964, 30.2002
O, -5.0932, -0.8859, 20.0684
O, 3.8188, -3.6648, 29.8198
O, 5.787, 8.4039, 22.1129
N, 3.8679, -0.853, 25.1107
O, 0.5994, -8.2018, 24.5094
O, -2.5489, -5.212, 31.3843
O, -4.1967, -1.5474, 17.6856
H, -0.7236, -4.0258, 39.2481
H, 0.9295, -5.6597, 39.2481
H, 2.011, -1.32, 39.3015
H, 3.6368, -2.9811, 39.3015
H, 0.9176, -11.1272, 39.2996
H, -0.7269, -9.4848, 39.2996
H, 3.6407, -8.4298, 39.296
H, 2.0145, -6.7692, 39.296
H, 4.7202, -4.0744, 39.3178
H, 6.3753, -5.7064, 39.3178
H, -1.8004, -2.9751, 39.303
H, -3.4621, -1.3499, 39.303
H, 6.3226, -0.2529, 39.2506
H, 4.6896, 1.4012, 39.2506
H, -1.792, -8.3931, 39.2805
H, -3.4406, -6.7549, 39.2805
H, 2.2078, 0.5523, 6.0094
H, 0.5443, 2.1757, 6.0094
H, 4.9153, 3.2759, 6.0115
H, 3.2641, 4.9117, 6.0115
H, 2.1662, -4.8821, 5.9831
H, 0.543, -3.2184, 5.9831
H, 3.267, -0.4947, 5.9553
H, 4.8926, -2.1559, 5.9553
H, 7.6235, 0.5292, 6.0012
H, 5.9876, 2.1802, 6.0012
H, -2.2238, 4.9066, 5.959
H, -0.5739, 3.2693, 5.959
H, 5.9827, -3.2697, 6.0166
H, 7.6178, -4.9217, 6.0166
H, 10.3806, -2.1721, 6.0443
H, 8.7168, -0.5489, 6.0443

Results
free energy: -148983.584 eV
free energy less fixed offsets of H -15.71, N -386.36, O -570.45, Si -639.56 eV per atom: -2.864 eV

Forces (eV/angstrom), in the order of the atoms: element, x, y, z
Si, -0.004, -0.0015, -0.0236
Si, 0.0036, -0.0026, -0.02
Si, 0.0048, -0.0107, -0.0169
Si, 0.0047, 0.0095, -0.0267
Si, -0.0092, -0.0029, -0.0068
Si, 0.0095, -0.0046, -0.0181
Si, -0.009, 0.0072, -0.022
Si, -0.0052, 0.0057, -0.0056
Si, 0.0056, 0.001, -0.0123
Si, -0.0091, -0.0032, -0.0094
Si, 0.0064, 0.0075, -0.0043
Si, -0.0083, -0.0105, -0.024
Si, 0.0004, 0.0015, -0.0145
Si, -0.0024, -0.0044, -0.013
Si, -0.0058, -0.0003, -0.0092
Si, -0.0013, 0.0025, -0.0159
Si, 0.0047, -0.0042, 0.0059
Si, 0, 0.0023, 0.0107
Si, 0.0124, -0.0032, 0.0066
Si, 0.0002, -0.0102, 0.0054
Si, -0.0128, -0.0046, 0.0057
Si, 0.0083, 0.0101, 0.0076
Si, -0.0016, 0.0125, 0.0038
Si, -0.0134, -0.0071, 0.0021
Si, 0.0003, -0.0152, 0.0295
Si, -0.0197, -0.0073, 0.0243
Si, -0.0108, 0.002, 0.0148
Si, 0.0108, -0.0015, 0.0042
Si, 0.0017, 0.0046, 0.0067
Si, -0.0037, -0.0168, 0.0241
Si, 0.0132, 0.0149, 0.0195
Si, 0.0069, 0.0079, 0.0208
Si, 0.0171, 0.0043, -0.0213
Si, -0.0105, 0.0153, -0.0204
Si, -0.0029, -0.006, -0.0118
Si, 0.0003, -0.0222, -0.0202
Si, 0.0148, 0.0072, -0.0194
Si, -0.0035, 0.0059, 0.0003
Si, 0.0035, -0.0029, -0.019
Si, -0.0037, -0.0076, -0.0239
Si, -0.0004, -0.0061, -0.0067
Si, -0.0019, -0.0018, -0.0094
Si, -0.0003, -0.0111, -0.0057
Si, 0.0008, 0.0101, -0.0036
Si, -0.0087, 0.0133, -0.0012
Si, -0.0015, 0.0037, -0.0071
Si, 0.0114, 0.0011, -0.0076
Si, 0.009, -0.0072, -0.0143
Si, -0.0068, 0.008, 0.0182
Si, -0.0085, 0.0088, 0.0127
Si, 0.0099, 0.0022, 0.0125
Si, -0.0011, -0.0103, 0.0188
Si, 0.0101, -0.0063, 0.013
Si, 0.0049, -0.0089, 0.0096
Si, -0.0085, 0.0059, 0.0169
Si, -0.0024, 0.0022, 0.0215
Si, -0.008, 0.0023, -0.0353
Si, -0.0027, -0.0054, -0.0097
Si, 0.0096, -0.0115, -0.0403
Si, 0.0056, -0.0009, -0.0372
Si, -0.0032, 0.0056, -0.04
Si, -0.0071, 0.0004, -0.0389
Si, -0.0081, 0.0078, -0.0353
Si, -0.0025, 0.0157, -0.0288
Si, -0.0006, -0.0035, -0.0599
Si, 0.0012, -0.0007, -0.043
Si, -0.0056, -0.003, -0.0524
Si, 0.0136, -0.0001, -0.0417
Si, -0.0094, 0.0023, -0.0594
Si, -0.0062, 0.0129, -0.0501
Si, 0.0006, 0.0134, -0.0426
Si, -0.0019, -0.0003, -0.0594
Si, 0.01, -0.0319, -0.0525
Si, 0.0104, 0.0021, -0.0609
Si, 0.0031, 0.0041, -0.0652
Si, -0.0058, 0.0053, -0.0422
Si, 0.0004, 0.0003, -0.0555
Si, -0.0018, -0.0121, -0.0665
Si, 0.0123, 0.0038, -0.0527
Si, -0.0337, -0.0032, -0.059
Si, 0.0037, -0.0003, -0.029
Si, 0.0002, -0.0035, -0.0482
Si, 0.0079, 0.0044, -0.0563
Si, 0.0025, -0.0091, -0.0678
Si, -0.0041, -0.0029, -0.0514
Si, 0.0039, -0.005, -0.0598
Si, 0.0047, -0.0003, -0.0531
Si, -0.0013, 0.0055, -0.0567
Si, 0.0078, -0.0019, -0.0474
Si, -0.0014, 0.0025, -0.0461
Si, 0.0003, 0.0027, -0.0559
Si, 0.012, 0.0041, -0.0542
Si, 0.0016, -0.0017, -0.0592
Si, 0.0076, 0.0233, -0.058
Si, -0.0004, -0.0093, -0.0445
Si, 0.0002, -0.004, -0.0487
Si, 0.0033, -0.0086, -0.0388
Si, 0.0108, 0.0159, -0.0519
Si, -0.0008, -0.0076, -0.0467
Si, -0.0002, 0.0014, -0.0506
Si, 0.0089, 0.0097, -0.0447
Si, 0.0106, -0.0057, -0.0413
Si, -0.004, 0.0066, -0.0442
Si, 0.0005, -0.001, -0.0658
Si, -0.0012, 0.0003, -0.0397
Si, 0.0056, -0.0005, -0.0414
Si, 0.004, 0.0015, -0.0576
Si, -0.0023, -0.0074, -0.0517
Si, -0.0108, -0.0069, -0.0471
Si, -0.0026, -0.0086, -0.0515
Si, 0.0041, 0.006, -0.0595
Si, 0.0156, -0.0097, -0.0428
Si, 0.0205, -0.0211, 0.162
Si, 0.0426, -0.0658, 0.1789
Si, 0.0013, 0.0287, 0.1915
Si, -0.0272, 0.0167, 0.19
Si, -0.0278, 0.0323, 0.1769
Si, -0.0206, 0.0338, 0.1981
Si, 0.0328, -0.0151, 0.1745
Si, 0.0113, -0.0139, 0.156
Si, 0.0201, -0.119, 0.2707
Si, 0.0345, -0.0224, 0.3237
Si, -0.0391, 0.0101, 0.2793
Si, 0.0166, 0.0413, 0.2952
Si, -0.0798, 0.0491, 0.2949
Si, -0.0685, -0.0071, 0.3566
Si, 0.1095, 0.0218, 0.2257
Si, 0.1216, -0.1329, 0.304
Si, -0.0285, 0.0148, -0.2137
Si, -0.0092, -0.053, -0.2619
Si, -0.1606, 0.0345, -0.455
Si, -0.03, 0.0635, -0.406
Si, 0.0356, 0.0043, -0.3934
Si, 0.0419, 0.0038, -0.4075
Si, 0.0409, 0.0745, -0.1936
Si, -0.0283, 0.0171, -0.112
Si, -0.0377, 0.0435, -0.1713
Si, 0.0069, 0.0045, -0.1581
Si, 0.0317, -0.0173, -0.1849
Si, -0.0316, 0.0329, -0.2021
Si, 0.0264, -0.0258, -0.1833
Si, 0.0083, -0.0246, -0.195
Si, 0.0092, 0.0028, -0.1667
Si, -0.0346, 0.031, -0.166
O, 0.0034, -0.0127, 0.0205
O, -0.0094, 0.0034, 0.0168
O, 0.0102, 0.0097, 0.0341
O, -0.0013, -0.0136, 0.025
O, 0.0151, -0.0065, 0.0295
O, -0.0072, 0.0018, 0.0138
O, -0.014, -0.0045, 0.0246
O, 0.0055, -0.0034, 0.0074
O, 0.0016, -0.0136, 0.0339
O, -0.0019, -0.0034, 0.0161
O, -0.0003, -0.0032, 0.0155
O, -0.0088, -0.0075, 0.0201
O, 0.0043, 0.0089, 0.0259
O, 0.0071, 0.0015, 0.0174
O, 0.0119, 0.0065, 0.0322
O, -0.0022, -0.0051, 0.0195
N, -0.0076, -0.0092, 0.0242
O, -0.0053, 0.0057, 0.0297
N, 0.0047, -0.0048, 0.0385
O, -0.0007, -0.0123, 0.0217
O, -0.0049, 0.0014, 0.0113
O, 0.0063, -0.0005, 0.0183
O, 0.0011, -0.0074, 0.0203
N, -0.0039, -0.0022, 0.0385
N, 0.0016, -0.0026, 0.034
O, 0, -0.0041, 0.0133
N, -0.0026, 0.0031, 0.0287
O, -0.0062, 0.0014, 0.033
O, -0.0008, -0.0098, 0.0427
O, -0.0029, 0.009, 0.0166
O, -0.0065, 0.0095, 0.0312
O, 0.001, -0.0033, 0.0114
O, -0.0068, -0.0028, 0.0089
O, 0.0105, -0.0052, 0.0341
N, 0.0003, 0.0039, 0.0387
O, -0.0175, 0.0067, 0.0363
O, 0.0039, 0.0027, 0.0312
O, -0.0063, 0.0019, 0.0208
O, 0.0012, 0.0001, 0.0189
O, -0.001, -0.0096, 0.0401
O, -0.0006, -0.0163, 0.0143
O, -0.0054, 0.0107, 0.0229
O, -0.0123, 0.0149, 0.0273
O, 0.0099, -0.0039, 0.0387
O, 0.0052, -0.0018, 0.0161
O, -0.005, -0.0014, 0.0265
O, 0.0096, -0.0077, 0.0337
O, -0.0094, -0.0025, 0.0237
O, -0.001, 0.0098, 0.0426
O, 0.0104, -0.0162, 0.0334
N, -0.0002, -0.0001, 0.0164
O, 0.0005, 0.009, 0.0256
N, 0.0081, 0.0011, 0.0423
O, 0.0051, 0.0052, 0.0276
O, -0.0095, 0.0035, 0.0333
O, -0.0052, -0.0028, 0.0222
N, -0.0031, 0.0058, 0.0282
O, -0.0005, -0.0056, 0.0256
O, 0.0045, 0.0112, 0.0165
N, -0.008, 0.0027, 0.0239
O, -0.0059, 0.0095, 0.0245
O, -0.0037, 0.0011, 0.0381
O, 0.0053, 0.0045, 0.0252
O, -0.0024, -0.0065, 0.0248
N, 0.0075, -0.0033, 0.0316
O, 0.0153, -0.0058, 0.0228
O, -0.0049, -0.0049, 0.0169
O, -0.0103, 0.0084, 0.0381
O, -0.0101, -0.0029, 0.0332
N, -0.0075, -0.0017, 0.0258
O, -0.0006, -0.0183, 0.0354
O, -0.0004, 0.0037, 0.017
O, -0.0016, 0.0033, 0.014
O, 0.011, -0.001, 0.0342
O, -0.0099, 0.0025, 0.0266
N, -0.0112, -0.0001, 0.0286
O, -0.0009, -0.0115, 0.0227
O, -0.0062, -0.0125, 0.0324
O, 0.0071, -0.0061, 0.0474
N, 0.0051, -0.0023, 0.0367
O, -0.0112, 0.0078, 0.0325
O, -0.0093, 0.0048, 0.0309
O, -0.0043, 0.0017, 0.0132
O, -0.0033, -0.0135, 0.0381
N, 0.0174, 0.001, 0.0269
O, 0.0038, 0.0241, 0.0243
O, -0.0039, -0.0038, 0.0211
O, -0.0049, -0.0029, 0.0464
O, 0.0056, 0.0029, 0.0204
O, -0.0065, -0.0052, 0.0267
O, 0.0153, -0.0112, 0.0226
O, 0.008, 0.0009, 0.0435
O, 0.0057, -0.0017, 0.0322
O, 0.0032, 0.012, 0.0463
O, -0.0094, -0.0044, 0.0316
O, 0.0142, 0.0086, 0.0365
O, -0.0073, 0.0096, 0.0467
O, -0.0049, -0.0097, 0.0239
O, 0, -0.0019, 0.0195
O, 0.0051, 0.009, 0.041
N, -0.0017, -0.0019, 0.0334
O, -0.0017, -0.0037, 0.0202
O, 0.0013, 0.0096, 0.0182
O, 0.0032, 0.001, 0.0226
H, 0.3711, -0.2599, -0.2758
H, -0.3225, 0.2139, -0.2694
H, 0.3132, -0.24, -0.2774
H, -0.2803, 0.2827, -0.2747
H, -0.2834, 0.2741, -0.269
H, 0.2621, -0.331, -0.2551
H, -0.3529, 0.3249, -0.2316
H, 0.2299, -0.2921, -0.2645
H, 0.2805, -0.2834, -0.2556
H, -0.3114, 0.3409, -0.2513
H, -0.3814, 0.2674, -0.225
H, 0.2717, -0.2508, -0.2473
H, -0.2938, 0.2226, -0.2733
H, 0.2483, -0.4173, -0.2736
H, -0.1744, 0.4219, -0.2424
H, 0.3312, -0.298, -0.2923
H, -0.3754, 0.287, 0.2844
H, 0.2819, -0.2038, 0.3073
H, -0.2428, 0.3359, 0.2704
H, 0.2738, -0.2579, 0.2971
H, -0.2503, 0.269, 0.2847
H, 0.3633, -0.3621, 0.1735
H, 0.4877, -0.2029, 0.2073
H, -0.2416, 0.2596, 0.2729
H, -0.3082, 0.2681, 0.2366
H, 0.2253, -0.3556, 0.2572
H, 0.2506, -0.4345, 0.2206
H, -0.2315, 0.2726, 0.2593
H, 0.2393, -0.2615, 0.3098
H, -0.28, 0.3817, 0.29
H, -0.3736, 0.2903, 0.2994
H, 0.286, -0.254, 0.2986

The program warned: the cutoff lies below the one the program advises for these potential files; the forces do not sum to zero within the program's tolerance; empty levels may hold ghost states of the PAW files; the exchange-correlation potential is rough where the density is thin.
